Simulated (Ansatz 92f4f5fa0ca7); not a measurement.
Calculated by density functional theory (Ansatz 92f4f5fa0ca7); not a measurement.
Periodic cell of 171 atoms, Si99O72, from a study of silicon, its oxide and their interface. The atomic structure is a simulated model.

Settings: functional r2SCAN; potential files Ansatz norm-conserving; basis plane waves; wave-function cutoff 1300 eV; density cutoff ratio 4; exchange-correlation grid ratio 1; k mesh 2 x 2 x 1, shifted by 0.5 0.5 0.5 of a step; self-consistency stop 5e-08 eV per atom in the density residual; occupations Fermi-Dirac, 0.05 eV; spin none; net charge 0.

Cell vectors (angstrom)
a  11.5403  0  0
b  0  11.5403  0
c  -4.5877  -2.0711  22.489

Atoms and the computed forces on them: element, x, y, z (angstrom), force x, y, z (eV/angstrom)
Si  -0.9931  -0.2275  0.2619  0.0203  0.323  -0.6444
Si  -0.9624  2.8732  0.6006  -0.0481  -0.0997  -0.556
Si  -1.1158  5.9225  -0.0709  -0.2976  -0.1809  -0.3487
Si  2.8023  -0.6324  0.4068  -0.2264  0.0053  -0.5051
Si  2.8511  3.5465  0.2261  -0.0451  0.1048  -0.3683
Si  3.1223  6.666  0.2702  0.3915  -0.203  -0.3124
Si  6.3429  -0.9953  -0.0844  -0.1467  0.4463  -0.1075
Si  6.9564  3.2306  0.3096  0.149  0.35  -0.3427
Si  6.7114  6.3388  0.4052  0.0028  -0.1574  -0.5129
Si  0.8543  10.9712  1.7299  0.1216  0.0297  -0.134
Si  1.0477  3.1011  1.7351  0.1685  -0.1271  -0.3073
Si  0.9076  6.9081  1.2331  0.1484  -0.2645  -0.1851
Si  4.7566  10.5765  1.6388  -0.1035  -0.047  -0.1218
Si  4.837  2.9074  1.436  0.0669  0.1055  -0.3662
Si  4.864  6.7254  1.8183  0.0537  0.0383  -0.3153
Si  8.4989  10.6063  1.3021  0.1277  0.0688  -0.1682
Si  8.6525  2.9393  1.8736  0.0127  0.0892  -0.2943
Si  8.752  6.6629  1.522  -0.2459  -0.1846  -0.189
Si  0.9948  1.2234  3.1281  -0.0414  0.1279  0.249
Si  0.9796  5.091  2.9079  -0.1143  0.0778  0.0195
Si  0.9126  8.827  2.7828  -0.0101  -0.115  -0.1498
Si  4.7776  1.0416  2.8847  -0.0748  0.1787  0.0037
Si  4.8428  4.748  3.0049  0.0423  -0.1618  0.0462
Si  4.8473  8.7024  3.0237  0.0751  -0.1155  0.0332
Si  8.5645  0.9022  2.9443  -0.0872  -0.1322  0.0877
Si  8.6788  4.9062  3.0827  -0.0655  0.0802  0.2469
Si  8.7173  8.709  2.7881  -0.0212  -0.0169  -0.1003
Si  -1.0173  1.0977  4.3306  0.0556  -0.0869  0.0147
Si  -0.9004  4.9358  4.3554  0.0661  0.1264  -0.0672
Si  -0.9406  8.7509  4.2468  -0.0052  0.0954  0.1039
Si  2.9507  1.1305  4.375  -0.0359  -0.1866  -0.0136
Si  2.8905  4.9395  4.3043  0.0543  -0.0655  -0.098
Si  2.8466  8.7628  4.2413  -0.0652  0.0356  0.0647
Si  6.6589  1.0063  4.31  0.0705  -0.1082  0.0153
Si  6.7354  4.8284  4.3931  -0.0881  0.0811  -0.1014
Si  6.8187  8.6981  4.2892  -0.0474  0.1086  0.0667
Si  -0.9373  10.6906  5.6273  0.0688  0.0211  0.2069
Si  -1.0153  3.0125  5.7261  -0.02  0.0301  0.0851
Si  -0.8739  6.8369  5.7011  -0.1051  -0.0396  -0.0159
Si  2.9603  10.6949  5.6338  -0.1325  0.0814  0.1284
Si  2.8602  3.0547  5.7075  -0.0439  0.1281  0.0941
Si  2.8989  6.8617  5.6463  0.0564  -0.0149  0.0382
Si  6.6888  10.6345  5.6812  0.1486  -0.0343  0.1036
Si  6.726  2.8983  5.7156  -0.0322  -0.0262  -0.009
Si  6.7622  6.7758  5.6795  -0.0669  -0.1704  0.0475
Si  1.0497  10.7773  6.9693  -0.1705  0.0518  -0.4027
Si  0.9298  3.1256  7.0753  0.0061  -0.0179  -0.0166
Si  1.0552  6.8673  7.1114  0.1359  -0.0812  0.0744
Si  4.7962  10.6591  7.1524  -0.0388  -0.1624  0.1841
Si  4.7901  2.9834  7.0474  -0.0483  0.0233  0.007
Si  4.809  6.857  7.0242  0.0099  0.1578  -0.0585
Si  8.6453  10.668  6.9855  0.1751  0.0603  -0.3172
Si  8.6001  2.8974  7.1246  0.0103  -0.0992  0.0281
Si  8.7136  6.6227  6.9945  -0.0694  -0.0935  -0.0577
Si  0.9702  1.1798  8.3123  0.0179  -0.1249  0.3288
Si  0.9764  4.9755  8.6165  0.1299  -0.0836  0.1092
Si  1.1968  8.8921  8.3078  0.1352  -0.0616  0.2281
Si  4.7078  1.1309  8.5057  -0.0055  -0.0088  0.2057
Si  4.7791  4.9214  8.3535  -0.0598  0.0613  0.1402
Si  4.8816  8.6761  8.544  0.0142  -0.0488  0.329
Si  8.6024  0.9658  8.4948  0.2272  0.0163  0.4487
Si  8.6207  4.7523  8.5331  -0.2918  0.1457  0.0462
Si  8.7186  8.6201  8.0999  0.0222  0.1677  0.1965
Si  10.7133  0.6562  9.7308  -0.1543  -0.4137  -0.1099
Si  10.5174  4.723  9.91  0.0974  0.148  0.3466
Si  -0.8886  9.029  9.2873  0.0742  0.115  0.2628
Si  2.7145  1.3289  9.8579  -0.1987  -0.0233  0.274
Si  2.9872  4.475  9.8974  0.0695  -0.1012  0.4472
Si  2.9132  8.5361  10.0245  -0.0946  0.2462  0.3568
Si  6.6537  1.0769  9.8516  0.0129  0.031  0.1652
Si  6.6312  5.3936  9.7262  0.0931  0.1484  0.6538
Si  7.0449  8.515  9.6623  0.2208  -0.2193  0.2642
Si  -0.2744  2.6983  16.9916  -0.1238  -0.0883  -0.027
Si  7.7826  13.2634  12.529  -0.146  0.019  0.4973
Si  10.2951  6.2583  12.5183  -0.1539  0.2064  0.508
Si  6.8049  10.4949  11.8649  0.0894  -0.0442  0.3065
Si  12.0784  8.2888  11.7089  -0.1145  0.0056  0.2578
Si  3.7086  5.6767  17.2294  -0.2365  0.1109  -0.2684
Si  4.0216  9.6543  15.393  0.0264  0.0039  0.0862
Si  -0.1645  0.0876  18.6874  0.0387  0.0897  -0.3908
Si  7.6831  6.5643  18.5457  0.061  -0.1804  -0.4169
Si  8.0363  6.2577  14.2728  0.0513  0.0339  0.1654
Si  10.5719  3.2709  12.5487  0.1755  -0.0455  0.4
Si  1.0777  1.7667  14.3055  0.0399  0.1449  0.2568
Si  4.5216  8.6418  12.6513  -0.15  0.0153  0.4423
Si  5.4644  4.715  19.3981  0.1643  0.1283  -0.2722
Si  0.9955  11.3872  12.0467  0.0877  0.1488  0.3528
Si  9.7174  5.2246  16.7661  -0.081  -0.029  -0.0631
Si  5.1856  3.3173  16.777  0.0526  -0.1619  -0.1863
Si  3.5696  1.0309  15.737  0.0389  0.1611  -0.0409
Si  5.9167  7.5307  16.0717  0.0588  0.0694  -0.0068
Si  7.885  8.4749  20.8057  0.0215  -0.1313  -0.1751
Si  2.1334  11.0249  20.4696  0.14  0.0352  -0.296
Si  0.8278  5.3673  17.7728  0.0637  0.0375  -0.4441
Si  9.4812  10.8629  20.7469  0.0282  0.0668  -0.2205
Si  6.3113  3.8835  14.0659  0.149  -0.0302  0.2041
Si  0.6675  5.9067  20.9024  0.0355  -0.0763  -0.0007
Si  2.277  10.6444  17.5848  -0.0997  -0.0713  -0.2797
Si  4.8027  5.4588  12.119  0.1183  -0.1606  0.3143
O  3.6673  8.8106  14.0452  0.2668  0.053  -0.2989
O  5.2259  4.2789  20.9291  0.2507  -0.066  0.4093
O  -1.0798  1.3996  -0.2026  0.0892  -0.3001  0.6555
O  -0.9808  4.2719  -0.3197  -0.0168  0.467  0.4662
O  2.0771  -1.6546  -0.7002  0.0856  0.395  -0.0157
O  3.0507  5.1077  -0.2641  -0.1543  -0.0777  0.5196
O  6.7619  5.6623  19.499  -0.0433  -0.0248  -0.0694
O  2.417  2.9192  -1.2397  0.181  -0.2798  0.2085
O  3.8043  7.5385  -0.975  -0.0979  -0.043  0.237
O  3.3698  0.6282  -0.5504  -0.2779  -0.3164  0.0854
O  2.9662  12.0717  21.37  -0.3404  -0.0712  0.4849
O  6.7226  4.787  -0.117  0.1287  0.1545  0.4813
O  0.5796  5.7642  19.3052  0.0178  0.0413  0.287
O  4.2608  5.6326  18.7677  0.1777  -0.2719  -0.0149
O  2.1618  6.1003  17.2287  0.0592  -0.2538  0.2167
O  6.4071  0.3501  -0.9995  -0.0252  -0.2099  0.0663
O  -0.8167  8.5627  10.8512  0.2301  -0.1054  -0.1574
O  2.866  10.4709  19.1079  -0.3625  0.1739  0.1142
O  7.3056  2.1056  11.0083  -0.268  -0.3219  -0.2449
O  2.293  11.9261  11.1795  0.1012  0.1624  -0.261
O  -1.0217  10.6408  9.2871  -0.014  0.086  0.4559
O  2.8326  2.8913  10.3891  0.0885  0.2577  -0.4381
O  7.0201  6.9454  10.135  -0.2549  -0.1562  -0.3188
O  3.7073  9.1818  11.3493  -0.2549  -0.2947  -0.36
O  0.4458  2.7771  13.2005  -0.22  -0.1029  -0.1723
O  3.4015  5.2293  11.3228  -0.129  -0.1335  -0.4903
O  6.0355  4.901  11.1955  0.0467  0.1603  -0.3079
O  11.2109  0.5042  11.3297  -0.1639  0.0033  -0.5111
O  2.676  0.5796  17.0173  0.049  -0.26  -0.0515
O  3.8089  4.1688  16.6322  0.3561  0.1343  0.2233
O  7.7156  11.6117  12.6792  -0.2061  -0.0153  -0.4166
O  0.9974  11.8413  13.6193  0.0603  -0.01  -0.5296
O  11.5867  7.2174  12.8477  -0.0123  0.123  -0.6101
O  6.6938  2.3868  13.5579  0.1843  0.0861  -0.3023
O  10.1864  5.9937  10.915  0.1648  -0.3772  -0.0713
O  6.2689  3.8871  15.7006  -0.219  -0.0206  -0.0414
O  2.6538  1.9563  14.7397  -0.1519  -0.2513  0.0681
O  0.1775  1.928  15.6416  0.1951  0.0875  -0.1065
O  4.1352  11.2338  15.0058  -0.1631  -0.1245  0.1665
O  4.8598  1.8074  16.3235  -0.1526  0.173  0.011
O  1.7576  7.5998  10.8464  0.4199  0.2483  -0.0493
O  4.9235  4.5056  13.4586  0.1184  0.2371  -0.3275
O  5.8156  9.6341  12.8294  -0.0381  0.0478  -0.337
O  2.8651  9.5205  16.5579  0.1407  0.3523  0.0274
O  9.2717  2.3226  12.8739  0.0158  0.0008  -0.3173
O  7.6068  9.3894  10.9723  -0.4096  -0.0369  -0.2726
O  6.0022  -0.1788  10.7354  0.3607  0.2418  -0.0073
O  10.0794  10.8387  19.2325  -0.0098  0.0266  0.5633
O  -0.5923  1.5208  18.0597  0.2014  -0.2307  0.0778
O  8.0718  10.0855  20.6676  0.1951  -0.176  0.0653
O  -0.3722  5.9407  16.8465  0.0144  -0.3369  0.2829
O  4.5542  6.659  16.255  0.1449  -0.0729  0.1908
O  8.9452  5.8796  15.5397  -0.1147  -0.0274  -0.1204
O  9.9279  3.6001  16.6892  0.3014  0.2198  0.0502
O  10.4183  4.7709  13.1818  -0.0405  0.0193  -0.3298
O  10.7194  3.3918  10.9148  -0.1663  0.4558  -0.2364
O  4.8873  7.0593  12.4657  -0.0137  -0.1143  -0.1559
O  0.8571  3.7316  17.5729  -0.1868  0.2303  0.0054
O  8.1925  7.8285  19.3741  -0.1459  0.0818  0.3679
O  6.4983  7.093  -1.0392  -0.1726  0.0552  0.2845
O  1.0265  9.7664  12.1836  -0.1427  -0.0482  -0.242
O  -0.5845  -1.1513  -1.0877  0.1392  0.3014  0.3901
O  8.8831  5.5885  18.0957  -0.1454  0.2028  -0.0173
O  5.6795  -2.051  -1.1581  0.2009  -0.0222  0.273
O  7.5113  4.8743  13.6289  -0.198  0.0184  0.0178
O  0.6412  -0.8964  17.6466  0.1804  0.3031  0.3423
O  8.9741  6.9796  13.1655  0.2183  -0.3145  -0.2268
O  6.8798  7.2177  17.3111  -0.0479  -0.168  0.1022
O  5.7258  3.4873  18.314  -0.2424  0.3679  0.073
O  5.435  9.0828  15.989  -0.2134  -0.1586  -0.1282
O  6.7789  7.182  14.7333  0.0065  -0.1598  0.0604
O  0.8153  0.3129  19.9717  0.0376  -0.2921  0.0788

Results
free energy: -45073.851 eV
free energy less fixed offsets of O -463.61, Si -117.95 eV per atom: -16.881 eV
pressure: -1.46 GPa
stress xx, yy, zz, yz, xz, xy (GPa, positive in tension): 1, 1.34, 2.04, -0.11, 0.24, 0.43
